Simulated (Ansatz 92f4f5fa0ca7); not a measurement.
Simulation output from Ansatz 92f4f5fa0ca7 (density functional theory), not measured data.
Periodic cell of 199 atoms, Si117O82, from a study of silicon, its oxide and their interface. The atomic structure is a simulated model.
This geometry differs little from another in the collection (a relaxation step or a small displacement).

Settings: functional r2SCAN; potential files Ansatz norm-conserving; basis plane waves; wave-function cutoff 1300 eV; density cutoff ratio 4; exchange-correlation grid ratio 1; k mesh 2 x 2 x 1, shifted by 0.5 0.5 0.5 of a step; self-consistency stop 5e-08 eV per atom in the density residual; occupations Fermi-Dirac, 0.05 eV; spin none; net charge 0.

Cell vectors (angstrom)
a 11.5403 0 0
b 0 11.5403 0
c 0.7395 -2.9477 26.1517

Atoms: element, x, y, z (angstrom)
Si 8.7193 9.8901 -1.1383
Si 8.3665 5.3389 -0.1042
Si 6.6124 8.5874 2.1128
Si 1.6105 12.3059 0.8222
Si -0.1111 5.1894 0.0746
Si 0.8743 8.1148 0.9305
Si 2.4096 10.4495 -0.344
Si 4.4637 3.9939 0.4033
Si 4.4729 8.481 0.9517
Si -0.5932 12.1916 2.0051
Si -0.0059 4.5187 2.3469
Si -1.0718 8.3959 2.182
Si 3.2717 12.1676 2.5173
Si 2.3967 4.2276 2.7889
Si 2.7303 8.0972 2.4284
Si 5.8212 12.3041 2.6062
Si 6.5935 4.7786 2.2488
Si 8.585 8.397 0.718
Si -0.8903 2.5382 3.4174
Si -0.8587 6.4687 3.5643
Si -0.9649 10.3508 3.5326
Si 2.7365 2.3443 4.0733
Si 2.8306 6.3113 3.878
Si 2.8133 10.1494 3.7663
Si 6.4812 2.7594 3.6383
Si 6.6569 6.6781 3.6155
Si 6.5382 10.3433 3.7275
Si 8.6214 2.6642 4.7417
Si 8.6606 6.4673 4.8815
Si 8.6171 10.3631 4.938
Si 0.7196 2.4354 5.1547
Si 0.8673 6.4852 5.1445
Si 0.8385 10.2355 5.0965
Si 4.7333 2.6148 5.2101
Si 4.7972 6.536 5.1235
Si 4.7191 10.1862 5.188
Si 8.6416 12.3474 6.2356
Si 8.6558 4.5214 6.2167
Si 8.6334 8.3647 6.316
Si 0.8461 12.1124 6.5585
Si 0.7533 4.4709 6.3597
Si 0.8571 8.3649 6.5684
Si 4.7717 12.1465 6.5115
Si 4.6656 4.5791 6.4
Si 4.7771 8.3763 6.628
Si -1.1305 12.2264 7.8364
Si -1.0822 4.5145 7.8144
Si -1.1232 8.323 7.8637
Si 2.8268 12.1372 7.8806
Si 2.6645 4.4702 7.6634
Si 2.8122 8.3815 7.9236
Si 6.8163 12.2246 7.715
Si 6.6969 4.5433 7.4899
Si 6.8165 8.4182 7.8652
Si -1.1363 2.6243 9.2694
Si -1.205 6.3668 9.3143
Si -1.4508 10.2887 9.1212
Si 2.6916 2.5961 9.1071
Si 2.6802 6.3416 9.0541
Si 2.6566 10.2838 9.3617
Si 6.6705 2.7067 8.9307
Si 6.6851 6.3155 8.9693
Si 7.5656 10.4091 9.0503
Si 8.3742 3.1609 10.4476
Si 6.9631 6.7175 12.4181
Si 6.7536 10.8764 11.1658
Si 0.8648 2.5468 10.6566
Si 0.8643 6.3467 10.545
Si 0.552 10.2794 10.6445
Si 4.6371 6.3574 12.2044
Si 4.6805 5.6487 10.0167
Si 4.2903 10.3483 11.1604
Si 10.0362 12.6128 14.0901
Si 8.299 5.7349 10.5686
Si 11.1535 7.4633 13.6563
Si 1.0117 12.1446 12.0669
Si 1.3357 4.4794 11.9502
Si 1.0446 8.2759 11.9142
Si 4.6935 3.2052 10.1404
Si 4.6539 2.4226 12.4076
Si 3.4639 8.4329 12.4312
Si 7.5245 1.4983 12.0754
Si 0.443 5.4841 14.6286
Si 8.5557 6.0802 13.8956
Si 3.3677 11.9537 12.7035
Si 3.5313 4.4515 13.0204
Si 4.4396 9.6326 14.23
Si 9.6393 3.8406 15.439
Si 7.3497 8.9166 13.165
Si 8.8653 8.6212 14.935
Si 6.6267 7.5247 21.1501
Si 6.4077 6.3135 18.4647
Si 13.7119 7.3162 18.4972
Si 4.8494 4.555 24.3361
Si 11.7778 9.5605 18.4182
Si 11.3406 4.4242 21.5091
Si 2.7776 5.2168 15.1323
Si 13.9244 4.5079 22.8082
Si 4.6974 2.8892 21.9285
Si 13.9538 4.1781 17.8127
Si 9.5614 10.7787 16.6616
Si 4.9903 7.469 23.5073
Si 2.7933 0.4219 25.0326
Si 6.4734 9.7652 22.8913
Si 10.5173 10.6108 20.8857
Si 8.8583 9.376 26.4896
Si 13.0124 6.8646 21.3286
Si 10.7548 8.2812 22.6657
Si 1.6987 11.4692 20.138
Si 9.3398 1.112 19.0108
Si 3.9195 11.4321 22.2171
Si 7.8095 3.6279 18.0666
Si 5.1119 3.7842 19.0713
Si 4.4166 7.6034 16.5619
Si 7.6255 0.0881 25.0173
Si 8.9192 6.003 22.2837
Si 12.0486 2.4029 19.2348
O -1.2213 9.1816 27.1603
O 7.593 9.3342 27.4822
O 9.9113 5.0331 -0.4704
O 8.0027 4.6882 1.363
O 5.438 5.1097 1.0855
O 3.4773 3.624 1.6393
O 7.8598 9.8502 11.9381
O 8.7366 12.6621 13.1145
O 11.3885 12.2303 13.2775
O 9.8226 6.6797 12.987
O 8.571 7.0155 15.2617
O 10.2437 2.4937 14.8237
O 0.3096 4.5154 13.2809
O -0.6522 4.8579 15.726
O 6.0094 9.679 13.7445
O 8.1492 1.6333 24.931
O 8.832 10.7937 25.7064
O 13.0539 10.4717 18.8678
O 5.1952 5.4076 19.0714
O 1.5282 1.4147 25.1628
O 4.6822 1.2975 22.0629
O 9.9589 10.7133 -1.9228
O 4.4927 7.3091 -0.2544
O 1.8056 13.6412 -0.1473
O 0.4441 6.7373 0.1104
O 3.8265 9.9062 0.3573
O 5.5165 2.9115 -0.2351
O 9.7777 4.6607 21.9079
O 3.5503 7.7966 24.2176
O 13.6739 5.7455 18.1207
O 8.6492 4.5287 14.3216
O 6.2707 2.2084 12.9214
O 5.4498 3.4964 23.2469
O 11.9306 5.7621 20.7776
O 11.0137 10.2511 17.1761
O 3.7594 11.1416 14.1707
O 5.8568 6.9826 17.0689
O 10.4835 8.6924 14.5349
O 7.2478 8.9593 21.6828
O 0.4024 11.363 21.119
O 14.0583 6.0335 22.2486
O 3.0594 11.0878 20.8974
O 2.8588 4.0246 16.2603
O 8.6238 9.4873 16.3003
O 14.7512 4.4803 24.2037
O 11.4066 3.1715 20.5058
O 10.8734 1.4876 18.6102
O 8.6961 3.5069 16.7207
O 12.5585 3.4241 18.1009
O 12.3275 4.1325 22.8048
O 9.4052 0.2028 20.4005
O 9.7583 11.5451 15.2644
O 14.7142 3.4753 21.8194
O 6.6428 7.5287 19.5243
O 3.6474 6.5243 15.6043
O 8.814 11.7026 17.7871
O 6.2184 3.1928 18.01
O 7.3274 10.9785 23.5442
O 10.2459 9.7996 22.2859
O 3.4988 7.9603 17.8487
O 12.286 8.0629 22.1509
O 3.5836 3.4556 18.6766
O 4.5183 8.9822 15.7172
O 13.8094 7.5255 20.0996
O 6.0437 8.6314 23.9928
O 2.9308 11.4407 23.5007
O 12.3534 8.0905 17.9989
O 7.9583 8.974 -2.2611
O 1.2531 9.2782 -0.197
O 9.7859 7.2913 21.8236
O 8.185 6.9502 -0.0469
O 7.7036 5.2682 18.3779
O 1.7671 1.4717 19.6513
O 5.0825 10.3343 22.2991
O 4.1429 1.3155 25.3488
O 5.1377 7.4341 21.8536
O 5.4648 6.0023 23.9694
O 8.5204 8.1915 25.4411
O 5.4789 3.2337 20.5514
O 8.4838 2.5182 19.1067
O 10.7256 9.5076 19.6799
O 7.4813 6.1774 21.5591

Results
free energy: -51836.718 eV
free energy less fixed offsets of O -463.61, Si -117.95 eV per atom: -20.548 eV
pressure: -2.30 GPa
stress xx, yy, zz, yz, xz, xy (GPa, positive in tension): 3.55, 2.23, 1.1, -0.06, -0.13, -0.44

Forces (eV/angstrom), in the order of the atoms: element, x, y, z
Si -0.1111 0.4777 -0.5997
Si -0.1917 -0.1927 -0.1336
Si -0.2465 0.2517 -0.0314
Si 0.4063 0.4119 -0.2442
Si 0.0618 0.0848 0.3205
Si -0.2397 0.0768 -0.438
Si 0.0809 -0.5659 -0.6492
Si 0.0272 0.1144 0.0469
Si -0.053 -0.3716 -0.1863
Si -0.9427 -0.0126 -0.0701
Si -0.0316 -0.0142 0.0857
Si 0.2098 0.0772 0.1027
Si 0.0384 0.0435 0.6722
Si 0.4035 -0.1291 -0.0071
Si -0.1006 0.2544 0.2026
Si 0.4453 -0.0549 -0.3388
Si 0.1995 0.1685 -0.2939
Si -0.2279 -0.8026 0.0376
Si 0.1468 0.3557 -0.058
Si -0.2391 -0.1096 -0.0854
Si 0.031 -0.2404 0.0816
Si 0.122 -0.0954 -0.1541
Si 0.064 -0.0477 -0.2461
Si -0.0421 -0.0644 -0.1844
Si -0.1571 0.1938 -0.0181
Si 0.0444 -0.1112 -0.0597
Si 0.0051 -0.0483 0.0656
Si 0.0522 -0.1799 -0.1041
Si 0.2219 0.0642 -0.1219
Si -0.0497 0.136 -0.101
Si -0.0689 -0.1562 0.2718
Si -0.0109 -0.0435 0.125
Si 0.0513 0.0726 -0.0562
Si -0.0634 0.0735 0.1758
Si -0.0494 -0.0636 -0.0859
Si -0.132 0.0196 -0.1256
Si 0.0247 -0.0394 -0.0567
Si -0.0797 0.0229 -0.028
Si 0.057 -0.026 -0.2026
Si -0.1792 0.1047 -0.0151
Si -0.0199 0.0039 -0.0775
Si 0.1826 -0.071 -0.1256
Si 0.1171 0.0465 0.0472
Si 0.0899 -0.1478 0.0925
Si 0.0616 0.0725 0.038
Si 0.1648 0.0921 -0.0374
Si -0.154 -0.0756 -0.0055
Si -0.016 -0.0657 0.1344
Si -0.2109 0.0224 -0.0192
Si -0.1045 0.0992 -0.03
Si -0.1289 0.09 0.0661
Si 0.0405 0.057 -0.071
Si -0.0444 -0.2091 -0.0735
Si 0.0267 0.0031 0.0348
Si 0.0337 -0.001 0.0705
Si -0.0139 -0.0707 0.1103
Si -0.0451 0.0563 -0.0485
Si -0.0516 0.0139 -0.0908
Si -0.1469 -0.1542 -0.0725
Si 0.2193 0.113 -0.1321
Si -0.1413 0.0735 -0.1729
Si 0.0822 -0.1546 -0.0564
Si 0.0112 -0.1588 -0.1866
Si 0.0133 -0.0923 0.3454
Si -0.0108 -0.4433 -0.2422
Si 0.3684 -0.1476 -0.4385
Si 0.0807 0.0484 -0.2637
Si 0.1521 0.0511 0.0345
Si 0.1027 -0.1799 0.0489
Si 0.3068 0.1269 0.0595
Si 0.1408 -0.0182 0.0493
Si -0.3241 -0.0348 -0.2146
Si 0.0905 0.0037 0.0432
Si -0.2577 -0.0544 -0.2915
Si -0.0573 0.3739 -0.1229
Si -0.826 0.1237 0.3656
Si -0.3962 -0.2117 0.1978
Si 0.2754 0.0199 0.0121
Si 0.2125 -0.0985 0.1241
Si 0.816 0.4491 0.0168
Si -0.016 0.1753 0.1656
Si 0.1754 0.8386 0.3475
Si 0.0884 -0.0769 0.4949
Si -0.4503 0.0891 0.2073
Si 0.336 -0.8108 0.5549
Si -0.0863 0.1812 0.3728
Si -0.2854 -0.261 -0.2762
Si -0.392 0.2021 -0.0648
Si -0.0297 0.1325 0.3023
Si 0.3351 -0.3903 0.7211
Si -0.003 0.0621 -0.226
Si 0.0259 -0.0413 0.2578
Si -0.0814 0.1712 0.2766
Si 0.1644 -0.0611 -0.0914
Si 0.0088 -0.0243 -0.0142
Si -0.1737 -0.0403 -0.0179
Si -0.1344 -0.2592 -0.1962
Si -0.0029 0.082 -0.1854
Si 0.1805 -0.1836 -0.1835
Si -0.0344 -0.1287 0.0652
Si -0.0411 -0.1355 0.2679
Si 0.1042 0.0951 -0.1973
Si -0.0743 0.1025 -0.52
Si -0.0757 0.1035 -0.0716
Si -0.0881 0.0737 0.0402
Si -0.4642 0.2407 -0.0215
Si 0.071 0.1343 0.007
Si 0.0154 -0.027 -0.192
Si 0.1661 -0.0156 0.0847
Si -0.0361 0.0158 0.1351
Si 0.142 -0.0458 -0.2189
Si -0.1388 -0.0332 0.0772
Si 0.0344 -0.0793 0.1248
Si -0.04 -0.1079 0.0383
Si 0.0764 -0.1358 -0.4136
Si -0.054 -0.1408 -0.2711
Si 0.0615 -0.0419 0.0252
O 0.3613 -0.1104 0.2021
O 0.1374 -0.1045 -0.1991
O -0.0889 0.272 0.0362
O -0.1901 0.1411 0.1158
O 0.0527 -0.2284 0.2159
O -0.102 0.2396 -0.2752
O -0.6442 0.5394 0.0004
O -0.0751 -0.1264 -0.0224
O 0.2589 0.0644 -0.3611
O 0.1733 -0.1183 0.3377
O 0.113 0.2791 -0.1799
O -0.0488 -0.1493 -0.0689
O 0.4206 0.0982 -0.1258
O 0.0691 -0.0201 -0.3252
O -0.0277 0.096 0.0892
O 0.1665 0.1162 0.4466
O -0.1398 -0.093 0.1074
O -0.2949 -0.0096 0.1524
O 0.1729 -0.031 -0.1972
O 0.1283 -0.0775 0.0332
O -0.2014 0.0841 0.1019
O -0.2501 -0.1738 -0.1282
O -0.0635 0.4761 0.1514
O -0.0382 -0.0263 0.1876
O 0.1384 -0.1717 -0.0171
O -0.0748 -0.0649 -0.3184
O -0.0491 0.1223 0.1478
O 0.1343 0.2765 0.0152
O 0.0335 -0.2042 0.4553
O 0.0321 -0.0527 -0.0207
O 0.5543 -0.1242 0.2229
O -0.746 -0.2107 -0.4695
O -0.3668 0.1703 0.1317
O 0.1124 -0.0359 0.255
O -0.2447 0.0003 0.0484
O 0.1172 0.1129 -0.389
O -0.1844 0.071 -0.0037
O -0.4381 -0.1425 -0.0368
O -0.2032 -0.222 0.2521
O -0.0282 -0.1408 -0.2951
O -0.2324 -0.1641 0.0061
O -0.1932 0.1337 0.12
O -0.0402 0.3194 0.1343
O 0.2726 0.1078 -0.2033
O 0.137 -0.0105 -0.1047
O 0.1582 0.1014 -0.0343
O -0.0709 0.0113 0.101
O 0.1992 0.0473 -0.0557
O 0.1402 -0.0155 0.1213
O 0.1571 0.1975 -0.1495
O 0.2499 -0.1064 -0.1924
O 0.0862 0.1501 -0.2022
O 0.0412 0.1603 0.2845
O -0.0724 -0.2816 0.0347
O 0.1375 -0.0147 0.1915
O 0.3171 -0.0369 -0.0789
O 0.1387 0.2731 0.1952
O -0.0195 -0.071 0.3696
O 0.1376 -0.208 -0.0784
O 0.0268 -0.2055 -0.2093
O -0.1739 -0.1697 -0.0113
O -0.0173 0.232 -0.0806
O 0.0997 -0.0523 0.0805
O -0.1686 -0.2132 -0.1367
O -0.1434 -0.0942 -0.2045
O 0.1008 0.09 0.3245
O 0.1603 0.0878 0.1032
O 0.3167 0.2559 0.0627
O 0.1928 -0.0992 0.2499
O 0.029 -0.0449 0.275
O 0.2244 0.0202 0.1697
O -0.2858 -0.1132 -0.0633
O -0.2564 -0.0526 0.0071
O 0.0436 -0.0082 0.1763
O -0.0741 -0.1011 0.1286
O 0.2317 0.0125 0.331
O -0.2205 -0.0088 -0.0411
O 0.1838 -0.0731 0.1894
O -0.2601 0.1313 -0.0402
O 0.0419 -0.0169 -0.2325
O 0.2143 0.2409 -0.0045
O 0.11 0.2198 0.1653

The program warned: the forces do not sum to zero within the program's tolerance.
